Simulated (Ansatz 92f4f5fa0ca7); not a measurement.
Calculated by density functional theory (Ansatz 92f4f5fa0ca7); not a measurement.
Periodic cell of 144 atoms, Si90O54, from a study of silicon, its oxide and their interface. The atomic structure is a simulated model.

Settings
functional: r2SCAN
potential files: Ansatz norm-conserving
basis: plane waves
wave-function cutoff: 1300 eV
density cutoff ratio: 4
exchange-correlation grid ratio: 1
k mesh: 2 x 2 x 1, shifted by 0.5 0.5 0.5 of a step
self-consistency stop: 5e-08 eV per atom in the density residual
occupations: Fermi-Dirac, 0.05 eV
spin: none
net charge: 0

Cell vectors (angstrom)
a, 11.5998, -0.1128, 0.0784
b, -0.1128, 11.6822, 0.0386
c, 0.124, 0.0611, 18.3455

Atoms and the computed forces on them: element, x, y, z (angstrom), force x, y, z (eV/angstrom)
Si, 0.1754, 0.5075, 0.0404, 0.3171, 1.1334, -2.4532
Si, -0.1343, 3.804, -0.0131, -0.0207, -0.5558, 1.1556
Si, -0.5198, 7.0489, -0.4309, 2.0732, -4.3505, 3.5243
Si, 3.8903, -0.3188, -0.4994, -0.4718, 2.143, 0.7136
Si, 4.2659, 4.4336, 0.0098, 0.4312, 2.6505, -1.3831
Si, 3.2821, 7.0597, 1.1797, 2.0876, 0.8741, 1.0713
Si, 7.5597, -0.8548, -0.0131, -2.2274, 1.9679, 0.5008
Si, 7.3325, 3.6712, -0.0998, -0.2077, 0.269, -2.0584
Si, 7.6156, 8.5367, -0.0779, -0.2538, -1.8508, -1.9524
Si, 2.241, 0.0462, 1.1831, -0.9815, -0.6429, -0.4018
Si, 1.9274, 3.5557, 1.3791, -0.2099, 0.6621, -0.016
Si, 1.5719, 8.0558, 0.3022, -2.1377, 1.1722, 0.4041
Si, 5.5741, -0.1627, 1.4992, 1.4818, -0.4115, -1.4593
Si, 5.9034, 3.9292, 1.5743, -0.9097, 0.8966, 0.3658
Si, 5.8251, 7.9237, 1.4714, -1.0987, -0.4572, -0.406
Si, 9.8187, 0.3492, 1.3045, 1.1502, -3.7271, -1.2354
Si, 9.4026, 3.761, 1.151, 0.3981, -0.1621, -0.0522
Si, 9.6038, 7.5191, 1.2992, -0.5177, 2.1557, -0.1923
Si, 2.0221, 1.3733, 2.9909, 2.1843, 2.4159, -0.9684
Si, 2.3576, 5.6383, 2.8086, -0.6423, -1.3553, 0.1386
Si, 1.8558, 9.507, 2.2596, -2.0211, 0.9247, -1.4239
Si, 5.7323, 1.9355, 2.6755, 0.2504, -1.0354, 1.4399
Si, 6.3584, 5.9445, 2.6542, -0.7548, -0.1427, 1.992
Si, 5.8589, 9.7282, 2.875, -0.3514, -0.28, 1.2756
Si, 9.7551, 1.9781, 2.6508, -0.6399, 2.2585, 2.6763
Si, 9.7957, 5.6189, 2.5328, -0.3892, -0.1438, 2.4133
Si, 10.1655, 9.9311, 2.6677, -2.3087, -0.8922, -1.2291
Si, 0.1579, 1.9626, 3.9935, -1.6921, -0.0985, 1.3928
Si, 0.2042, 5.5309, 3.9966, 0.305, 2.2877, -0.3025
Si, 0.2585, 9.9108, 4.0741, 0.9045, -1.3746, 1.0021
Si, 4.0124, 1.6931, 4.3925, 0.0899, -0.3598, -1.0122
Si, 4.2523, 5.5302, 4.2409, 0.3988, 0.7883, -0.8989
Si, 3.3928, 9.4779, 3.7688, 3.5443, -1.0084, 2.1733
Si, 7.8628, 2.0469, 4.1343, -0.854, -0.7527, -0.8882
Si, 8.1366, 6.0404, 4.3919, -1.0772, -1.3072, -1.3585
Si, 8.1601, 9.7541, 3.9744, -1.5825, 1.3068, -0.2762
Si, 0.3258, 0.0568, 5.5741, -0.7618, -0.3097, -0.2886
Si, 0.0964, 3.8132, 5.5487, 0.0408, -0.5017, -0.1215
Si, 0.1766, 7.7363, 5.6026, -0.693, -0.2222, -0.8812
Si, 3.8734, -0.5958, 5.3981, -0.9856, 1.5258, -2.4853
Si, 4.1381, 3.701, 5.7061, 0.9622, -0.9425, -0.1112
Si, 3.8661, 7.5705, 5.3577, 0.0321, 0.5567, -0.5583
Si, 7.7518, 0.0336, 5.3641, 1.0973, -1.2187, -0.4989
Si, 7.5208, 3.8881, 5.514, 1.9785, 1.3441, -0.1109
Si, 7.686, 8.1015, 5.4922, 1.5143, -0.801, 0.6348
Si, 2.3885, 0.0197, 6.964, -1.861, 0.2123, 1.4862
Si, 2.176, 3.5453, 6.8538, -0.8451, 1.4579, 0.4297
Si, 2.2123, 7.4442, 6.9756, -1.5532, 3.62, -1.7328
Si, 5.7969, -0.6809, 6.3986, 1.2018, 0.3683, 1.7937
Si, 6.1416, 3.8498, 7.3231, -1.3846, -1.1961, -0.1996
Si, 5.6671, 8.518, 6.552, -0.0355, -0.0258, 0.1763
Si, 9.7046, -0.1867, 6.7292, 0.5133, 2.0991, 0.1568
Si, 9.5771, 3.8932, 6.8862, 1.3774, 0.5313, -1.2016
Si, 9.6221, 7.9891, 7.0417, 0.0408, -2.2062, -1.6069
Si, 1.9712, 1.9797, 8.5802, 1.7158, -1.1008, -0.4636
Si, 2.7201, 5.6297, 7.9948, 0.3796, -2.0652, 1.228
Si, 2.2587, 9.6409, 8.2686, 0.4093, -1.5747, -0.385
Si, 5.7662, 1.6857, 8.528, -0.4906, 1.9149, 1.6401
Si, 5.2316, 5.9484, 7.4088, -1.1558, 0.0989, 0.2969
Si, 5.7815, 7.7342, 8.8964, 0.2717, 1.1893, 1.3905
Si, 9.6795, 1.9135, 7.8519, -0.1495, -1.7374, 1.4876
Si, 9.7811, 5.2664, 8.7891, -0.8728, -1.2841, 0.2129
Si, 9.9445, 9.388, 8.7121, 1.0047, 2.1029, 1.0611
Si, -0.1736, 1.8541, 9.4695, -0.2926, -0.845, 0.3617
Si, 0.7077, 6.5926, 10.1205, 1.7562, -2.5145, 1.5128
Si, 0.4889, 9.0726, 9.6052, -0.6024, -2.5075, -3.4688
Si, 3.907, 1.9982, 10.1947, 0.2936, 0.0302, -1.6181
Si, 6.2647, 5.7312, 10.5948, 2.2288, -0.8242, -0.0471
Si, 3.8829, 9.0104, 9.9532, 0.3457, -0.7134, -1.711
Si, 7.7754, 1.6425, 9.5125, 1.2525, -1.4392, -0.0416
Si, 8.0156, 3.8776, 9.9323, -1.394, 3.1934, -1.9715
Si, 8.3521, 9.0829, 10.2776, -1.2784, -0.6194, 0.1708
Si, 3.8066, 0.0793, 11.4584, 0.4094, -0.5482, 1.7561
Si, 2.2026, 5.5579, 12.8672, -0.2354, -2.5566, 2.4754
Si, 10.3589, 3.5776, 11.6637, 2.3855, -2.4067, -0.129
Si, 0.6284, -0.391, 11.6048, 0.1532, 1.0939, 0.4616
Si, -1.7321, 2.4577, 14.101, 0.6297, 4.9147, -1.2633
Si, 4.0559, -3.8886, 12.567, 0.7814, -3.3155, -0.1272
Si, 4.4078, 3.5085, 11.8847, -3.7131, 1.562, -1.6166
Si, 6.096, 1.135, 16.5765, 1.106, 2.1153, 0.0804
Si, 7.1964, 7.1131, 12.4673, -0.7149, 0.7815, 0.633
Si, 5.2399, 10.1029, 13.3302, 0.1059, -3.3324, 1.5244
Si, 10.14, 10.9803, 14.0135, -0.7154, 2.3809, 0.8031
Si, 11.2064, 5.1477, 13.8856, -5.3039, 0.5233, 0.9538
Si, 1.422, 9.8549, 17.1756, 0.4238, 1.2417, -4.8553
Si, 6.6842, 2.7996, 13.9855, -3.668, 1.5502, 1.1149
Si, -0.3975, 8.3395, 15.2101, 3.2527, -1.2015, 0.3114
Si, 6.057, 5.2317, 16.0099, -0.7321, -3.571, 1.3798
Si, 7.9143, 10.8522, 11.6669, -0.499, -0.3516, 1.1683
Si, 6.5989, 8.0001, 15.2682, -0.9184, -1.5932, 1.9214
O, 0.2227, -0.5976, -1.3788, 1.3135, -0.3116, 2.9657
O, -0.1514, 2.1887, -0.5349, 0.8996, -0.6217, -0.1996
O, -0.302, 5.3193, -0.7358, 0.2693, 1.4689, -0.182
O, -0.9427, 7.9839, -1.5595, -1.8103, 1.5746, -4.4498
O, 2.9208, -1.1236, -1.5731, -0.0116, -0.561, 1.3179
O, 4.4271, 1.069, -1.3272, -0.9629, -1.7308, 0.3957
O, 4.6915, 4.2793, -1.541, 2.0509, 1.3377, -1.3673
O, 6.2235, 4.2317, -3.6871, -0.1003, 0.3083, 0.1071
O, 1.1283, 8.9092, -2.6802, -2.6862, -0.5008, 0.5523
O, 3.8654, 6.0966, 0.0746, 1.2318, -3.2815, -1.1624
O, 6.4607, -0.4505, -1.2516, 1.5062, 1.3818, -1.7257
O, 8.8551, 0.1783, -0.0233, -0.9416, -0.5788, -0.0368
O, 7.2065, 4.951, -1.2349, -0.0895, -0.8794, 0.2394
O, 5.4823, 6.6943, -2.4508, 0.7022, 0.9606, -1.1244
O, 7.4478, 8.2554, -1.8562, 1.052, 1.0092, 3.5953
O, 5.6537, 9.1946, -3.5761, -0.6214, 2.6574, -1.9039
O, -0.1287, 3.1494, 10.4146, -1.6472, 2.4971, 1.1281
O, -0.596, -5.9933, 9.8486, 0.9967, 0.9326, -0.8438
O, 1.2871, 6.1892, 11.7279, -0.8382, 1.3459, -1.3196
O, 0.5042, 9.7298, 10.9999, 0.0313, 3.6742, 4.4415
O, -0.3674, 12.3939, 10.7321, 1.2414, -2.3495, -0.3564
O, -1.0545, 9.6628, 14.5797, -1.8561, -0.6406, 0.9597
O, 5.4227, 0.4046, 7.6826, -0.3357, -2.6825, -1.9065
O, 4.823, -0.1679, 12.8546, -3.4711, 2.8818, -0.8318
O, 5.1854, 4.7266, 11.2469, 0.1388, 2.062, -0.6706
O, -1.0719, 4.0101, 14.6078, -1.9388, -1.875, 1.1145
O, 3.4493, 7.7843, 10.9944, -0.2159, 0.8083, 1.5039
O, 1.8529, 17.2883, 9.5104, -0.8845, 1.1835, -0.4437
O, 9.4349, 6.6476, 8.1043, -0.5302, 2.5733, -1.045
O, 8.0806, 0.5874, 10.8517, -0.8148, 1.5506, -0.8857
O, 8.8337, 3.4102, 11.2059, 1.3153, -0.0461, 2.5356
O, 7.2187, 8.6287, 9.1269, -0.5488, -0.5232, 0.6983
O, 2.1979, 0.1208, 11.8387, -0.6603, -1.1265, -0.5361
O, 4.2811, -1.2119, 10.5668, -0.0544, -0.3984, 0.3262
O, 6.5142, 10.2432, 12.3377, 1.8079, -0.2296, -0.3707
O, 10.588, 4.9859, 12.3776, 0.0267, 0.5836, 0.5641
O, -0.0381, -0.402, 13.0944, 2.86, 0.6649, -2.9923
O, 3.8862, -2.5031, 13.2464, 0.5503, 2.6874, 0.1795
O, -1.5012, 1.0612, 14.7169, 0.2319, -4.8985, 0.7057
O, -0.9303, 2.5054, 12.6874, -1.1648, 0.0271, -0.6574
O, 5.4048, 2.6916, 12.7144, 4.9298, -1.4919, 4.0206
O, 5.7034, -3.9237, 12.435, 0.6981, -0.7593, 0.0785
O, 3.05, 3.6823, 18.3435, -2.3079, -1.7163, 1.7746
O, 1.0555, 5.0449, 14.0819, 8.1967, -0.0892, -1.9923
O, 3.0257, 4.1715, 12.5031, 0.2438, -0.0757, -0.1482
O, 6.2204, 1.5871, 14.9488, -0.3455, -1.4673, 2.6525
O, 6.7431, 2.3651, 17.6069, 0.9066, -1.3719, -1.5491
O, 14.9667, 6.3733, 13.6681, -0.3162, 2.3534, -3.0431
O, 8.8846, 10.9501, 13.0276, -0.7132, -0.1363, -0.3937
O, 9.5406, 11.0842, 8.3935, 0.6586, -3.3597, 0.1648
O, 7.5054, 7.1996, 14.236, 0.6825, -0.2775, -4.5768
O, 8.2495, 2.6902, 14.0558, 1.6454, -0.3623, -1.2582
O, 19.8747, 7.9985, 11.684, -0.604, -1.612, 1.0502
O, 11.0591, 6.7163, 14.4093, -0.7799, 3.5531, 1.4969

Results
free energy: -35628.045 eV
free energy less fixed offsets of O -463.61, Si -117.95 eV per atom: 22.395 eV
pressure: -3.03 GPa
stress xx, yy, zz, yz, xz, xy (GPa, positive in tension): 1.8, 4.13, 3.18, -0.48, 1.86, 0.15

The program warned: the forces do not sum to zero within the program's tolerance.
